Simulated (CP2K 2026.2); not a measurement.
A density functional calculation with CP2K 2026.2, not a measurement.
Periodic cell of 504 atoms, Si360O144, from a study of silicon, its oxide and their interface. The atomic structure is a simulated model.
Doubt: the forces sum to 2.74 eV/angstrom along one axis rather than to zero, so they err by at least 0.0054 eV/angstrom per atom on average; the grid cutoff is modest.

Settings: functional PBE; method Gaussian and plane waves; basis set DZVP-MOLOPT-SR-GTH; pseudopotentials GTH-PBE; grid cutoff 300 Ry, relative cutoff 40 Ry; k points Gamma only; occupations fixed; spin none; net charge 0.

Cell vectors (angstrom)
a	16.32	0	0
b	0	16.32	0
c	-5.6886	7.409	33.6701

Atoms and the computed forces on them: element, x, y, z (angstrom), force x, y, z (eV/angstrom)
Si	1.127	-1.139	-0.049	0.191	-0.086	0.754
Si	3.919	1.705	0.161	0.017	-0.197	0.71
Si	1.699	3.837	0.229	-0.017	0.033	0.719
Si	3.892	6.982	0.222	0.245	-0.153	0.75
Si	1.556	-7.192	0.082	-0.189	0.328	0.686
Si	4.297	-4.421	0.128	-0.089	0.116	0.773
Si	7.008	-1.616	0.06	-0.151	0.151	0.758
Si	9.143	1.655	0.051	0.19	-0.236	0.696
Si	6.91	3.937	0.059	-0.169	0.279	0.71
Si	9.819	6.505	-0.007	-0.134	0.103	0.765
Si	6.568	9.801	0.188	0.021	-0.1	0.761
Si	-7.044	-3.769	0.079	0.131	-0.097	0.751
Si	-3.716	-1.589	0.067	-0.238	0.201	0.682
Si	-1.009	1.164	0.01	-0.126	0.021	0.745
Si	-4.455	4.152	0.078	0.202	0.089	0.639
Si	-1.68	7.039	-0.081	0.079	-0.107	0.75
Si	-3.799	-6.93	-0.169	-0.202	0.095	0.683
Si	-1.504	-3.907	0.026	0.241	-0.178	0.641
Si	2.727	0.006	1.282	-0.014	0.017	-0.048
Si	5.43	2.822	1.51	0.007	0.001	-0.041
Si	2.768	5.427	1.543	0.002	0	-0.03
Si	5.45	8.188	1.468	0.009	0.013	-0.057
Si	2.67	-5.532	1.369	0.006	0.001	-0.046
Si	5.444	-2.781	1.368	0.013	-0.012	-0.063
Si	8.113	0.002	1.367	-0.008	-0.004	-0.04
Si	-5.588	2.694	1.449	-0.003	0.006	-0.031
Si	8.158	5.474	1.333	0.018	0.002	-0.041
Si	-5.367	8.182	1.194	0.015	-0.019	-0.021
Si	8.159	-5.35	1.419	-0.001	0.018	-0.055
Si	-5.402	-2.664	1.343	-0.001	0.001	-0.012
Si	-2.651	0.059	1.316	0.025	0.033	-0.044
Si	0.087	2.664	1.427	0.015	-0.002	-0.046
Si	-2.786	5.405	1.223	-0.028	-0.003	-0.037
Si	-0.083	8.075	1.363	-0.032	-0.017	-0.041
Si	-2.703	-5.455	1.311	0.006	-0.014	-0.044
Si	0.045	-2.717	1.33	-0.009	0.023	-0.053
Si	1.417	1.308	2.78	0.022	-0.017	0.043
Si	4.132	4.14	2.909	-0.003	-0.001	0.028
Si	1.281	6.754	2.773	0.009	0.004	0.03
Si	4.028	9.493	2.803	-0.001	0.012	0.046
Si	1.38	-4.083	2.691	0.001	-0.003	0.009
Si	4.071	-1.37	2.659	0.003	0.019	0.003
Si	6.762	1.346	2.761	-0.005	-0.008	0.032
Si	9.424	4.09	2.785	-0.017	0.024	0.036
Si	6.842	6.82	2.743	-0.004	-0.013	0.011
Si	9.561	-6.813	2.62	0.009	-0.002	0.002
Si	6.798	-4.053	2.809	-0.016	-0.017	0.057
Si	-6.76	-1.299	2.714	-0.018	-0.007	0.01
Si	-4.085	1.362	2.674	0.001	-0.016	0.023
Si	-1.378	4.079	2.626	0.003	0.027	-0.001
Si	-4.075	6.807	2.65	-0.022	-0.003	0.031
Si	-1.347	-6.786	2.707	-0.01	-0.009	0.003
Si	-4.099	-4.112	2.678	0.005	0	0.013
Si	-1.341	-1.359	2.704	0.005	-0.009	0.034
Si	0.011	-0.027	4.104	0.003	-0.004	-0.02
Si	2.739	2.704	4.144	-0.018	-0.01	-0.006
Si	-0.062	5.39	4.092	0.012	-0.015	0.022
Si	2.662	8.131	4.123	0.014	-0.009	-0.013
Si	0.007	-5.424	4.066	-0.003	-0.011	-0.008
Si	2.733	-2.724	4.054	0.001	0.003	-0.002
Si	5.405	-0.026	4.083	0.004	0.007	0.002
Si	8.114	2.706	4.135	0.002	0.013	-0.008
Si	5.505	5.5	4.18	-0.002	-0.002	-0.001
Si	8.211	-8.134	4.055	0.001	0.013	0.003
Si	5.42	-5.441	4.121	-0.001	0.001	-0.016
Si	8.193	-2.677	4.09	-0.004	0.008	-0.004
Si	-5.409	0.022	4.088	-0.014	0.008	0.005
Si	-2.729	2.736	4.022	0	0.003	0.006
Si	-5.451	5.463	4.05	0.005	0.021	-0.021
Si	-2.72	8.154	4.046	0.008	-0.029	-0.014
Si	-5.441	-5.466	4.044	0.008	0.002	0.001
Si	-2.725	-2.734	4.036	-0.003	0.023	-0.012
Si	1.368	-1.355	16.354	-0.012	0.012	-0.003
Si	4.091	1.372	16.326	-0.008	0.003	-0.01
Si	1.365	4.054	16.291	0.011	-0.007	-0.007
Si	4.064	6.777	16.333	-0.012	0.015	-0.001
Si	1.384	-6.803	16.269	0.001	-0.016	-0.019
Si	4.098	-4.078	16.35	0.005	0.01	-0.008
Si	6.813	-1.368	16.338	-0.007	0.002	-0.004
Si	-6.823	1.34	16.346	0.006	-0.011	0.001
Si	6.765	4.049	16.333	-0.012	-0.006	-0.008
Si	-6.795	6.809	16.311	0.001	-0.007	-0.004
Si	6.791	-6.809	16.337	0.003	-0.006	-0.002
Si	-6.813	-4.078	16.329	0.003	0	-0.005
Si	-4.101	-1.341	16.302	-0.012	-0.001	-0.002
Si	-1.337	1.371	16.308	0.02	0.002	-0.011
Si	-4.102	4.082	16.29	-0.01	-0.009	-0.01
Si	-1.371	6.832	16.276	-0.002	0.009	-0.009
Si	-4.079	9.524	16.317	0.012	0.005	0.003
Si	-1.333	-4.051	16.299	0.014	-0.014	0.002
Si	2.721	0.046	17.685	0.003	-0.004	0.026
Si	5.43	2.691	17.753	0.01	0.014	0.007
Si	2.745	5.344	17.676	0.004	-0.009	-0.006
Si	5.407	8.158	17.688	0.005	-0.012	0.019
Si	2.7	-5.447	17.662	0.004	0.001	-0.004
Si	5.495	-2.743	17.715	0.002	-0.016	-0.004
Si	8.132	-0.01	17.742	0.006	-0.007	0.005
Si	-5.437	2.706	17.661	-0.004	0.023	0.024
Si	8.144	5.432	17.621	-0.005	-0.009	-0.001
Si	-5.447	8.175	17.694	-0.007	0.003	0.001
Si	8.151	-5.445	17.698	-0.012	0.009	0
Si	-5.477	-2.679	17.667	0.008	-0.001	0.023
Si	-2.695	-0.005	17.631	-0.001	0.005	0
Si	-0.011	2.757	17.683	-0.006	-0.006	0.023
Si	-2.775	5.502	17.606	0.01	0.012	-0.02
Si	0.044	-8.168	17.613	-0.013	0.013	0.021
Si	-2.673	-5.432	17.627	-0.008	0	0.015
Si	0.007	-2.719	17.721	-0.002	-0.005	0.013
Si	1.367	1.426	19.063	-0.001	-0.001	-0.017
Si	4.073	4.023	19.149	-0.011	0.02	-0.005
Si	1.325	6.684	18.939	-0.014	-0.018	-0.017
Si	4.023	-6.795	19.042	0.016	-0.012	-0.024
Si	1.37	-4.11	19.07	-0.019	-0.002	-0.01
Si	4.134	-1.319	18.986	0	0.028	-0.038
Si	6.797	1.355	19.148	0.011	-0.015	0.002
Si	-6.818	4.089	18.975	-0.003	-0.004	-0.033
Si	6.772	6.75	18.991	-0.005	-0.013	-0.042
Si	-6.816	9.524	19.061	0.001	-0.005	0.001
Si	6.822	-4.133	19.131	-0.005	0.001	-0.012
Si	9.462	-1.39	19.111	-0.01	-0.027	-0.003
Si	-4.029	1.348	18.984	0.002	0.014	-0.022
Si	-1.44	4.169	18.95	0.016	-0.013	-0.028
Si	-4.072	6.834	19.05	0.002	-0.002	-0.003
Si	-1.245	-6.754	18.969	-0.002	0.02	-0.033
Si	-4.044	-4.032	18.924	0.018	-0.012	-0.034
Si	-1.372	-1.332	19.048	0.001	-0.008	-0.01
Si	-0.047	0.076	20.379	-0.009	0.015	0.043
Si	2.674	2.741	20.575	-0.014	0.008	0.063
Si	-0.12	5.477	20.368	-0.01	0.035	0.044
Si	2.696	7.996	20.251	0.025	-0.011	0.03
Si	0.046	-5.452	20.501	-0.022	-0.025	0.041
Si	2.773	-2.688	20.288	0.01	0.004	0.064
Si	5.433	-0.038	20.495	0.004	-0.018	0.071
Si	8.216	2.745	20.433	0.018	0.008	0.054
Si	5.507	5.368	20.449	0.021	-0.001	0.062
Si	8.072	8.145	20.349	0	0.002	0.053
Si	5.362	-5.449	20.47	-0.016	0.022	0.034
Si	8.175	-2.814	20.579	0.031	0.011	0.03
Si	-5.382	-0.015	20.326	-0.002	-0.014	0.023
Si	-2.775	2.839	20.317	-0.016	-0.008	0.041
Si	-5.51	5.48	20.345	-0.006	-0.006	0.05
Si	-2.601	-8.11	20.287	0.027	-0.009	0.057
Si	-5.37	-5.386	20.279	0	0.034	0.048
Si	-2.723	-2.724	20.377	-0.014	-0.019	0.048
Si	1.542	-1.177	21.546	-0.213	-0.045	-0.753
Si	3.766	1.011	21.808	0.206	0.343	-0.813
Si	0.969	3.962	21.749	0.271	0.035	-0.681
Si	4.249	6.911	21.658	-0.113	-0.146	-0.746
Si	1.189	-7.22	21.606	-0.079	0.174	-0.673
Si	4.25	-3.784	21.748	-0.037	-0.147	-0.75
Si	6.555	-1.639	21.849	0.128	0.116	-0.758
Si	-6.451	1.583	21.626	-0.104	0.001	-0.724
Si	7.135	4.306	21.83	-0.182	-0.175	-0.736
Si	-7.082	6.625	21.671	0.166	0.084	-0.774
Si	6.432	-7.15	21.681	0.053	0.14	-0.752
Si	9.914	-3.947	21.795	-0.264	-0.047	-0.693
Si	-4.316	-1.595	21.695	0.174	0.09	-0.753
Si	-1.198	1.738	21.614	0.001	-0.169	-0.74
Si	-4.388	3.929	21.677	0.166	0.11	-0.736
Si	-1.176	7.078	21.78	-0.143	-0.158	-0.723
Si	-3.72	-6.485	21.484	-0.024	-0.019	-0.776
Si	-1.587	-4.25	21.763	0.244	0.105	-0.749
Si	3.869	-2.758	-4.867	0.149	-0.033	0.095
Si	0.737	5.442	-7.279	-0.004	0.044	-0.056
Si	3.335	-7.385	-4.825	0.088	0.001	-0.094
Si	-5.454	-4.631	-5.253	0.065	-0.045	0.012
Si	-7.424	2.902	-5.197	-0.047	-0.031	0.003
Si	1.147	-7.954	-2.726	0.012	0.012	0.054
Si	-7.638	1.219	-2.811	0.01	-0.06	0.16
Si	-6.744	5.836	-6.12	0.124	0.02	-0.224
Si	-0.276	-2.273	23.789	-0.038	-0.095	-0.134
Si	7.898	7.937	-1.982	0.029	-0.089	0.222
Si	-7.522	-0.658	-7.269	0.064	0.118	-0.073
Si	-0.25	-4.435	-2.795	-0.035	-0.114	0.046
Si	4.711	6.079	-5.04	0.027	0.107	0.002
Si	-3.322	-2.915	-6.583	0.045	-0.062	-0.055
Si	5.831	0.386	-2.025	0.075	0	0.154
Si	6.815	5.953	-7.098	0.035	0.11	-0.012
Si	0.085	-0.754	-6.428	0.162	0.006	0.128
Si	2.014	-3.062	-7.254	0.038	0.055	-0.112
Si	-1.198	-7.018	-4.41	0.02	0.1	-0.013
Si	3.269	4.14	-7.088	-0.066	-0.034	0.072
Si	-2.526	-0.067	23.732	-0.015	-0.029	-0.168
Si	0.247	-5.439	25.455	-0.01	-0.02	-0.034
Si	-5.279	-8.141	23.708	0.006	-0.023	-0.043
Si	0.333	5.638	-2.02	0.021	0.095	0.111
Si	-1.542	-2.134	-4.376	-0.088	-0.029	0.009
Si	6.603	1.319	-6.435	0.08	-0.048	-0.059
Si	-2.663	-0.041	-7.184	-0.023	0.079	0.055
Si	7.094	-6.728	24.664	0.01	-0.009	-0.113
Si	-2.897	1.531	26.344	0.111	0.119	0.059
Si	3.911	2.332	24.534	-0.126	-0.14	-0.012
Si	-3.831	6.4	-6.185	-0.027	-0.094	-0.123
Si	4.259	-6.897	25.815	-0.05	-0.091	-0.113
Si	0.033	4.03	-4.729	0.054	-0.058	0.027
Si	-1.293	7.675	-7.185	-0.097	-0.058	0.197
Si	-6.622	-5.506	24.608	0.156	-0.045	-0.272
Si	4.31	0.191	-4.739	-0.04	0	0.094
Si	-2.857	2.569	-2.09	-0.003	-0.056	0.052
Si	-6.159	-0.685	-4.562	-0.004	-0.003	0.048
Si	-3.208	5.894	23.925	0.031	0.083	-0.2
Si	5.603	5.751	-2.085	0.02	-0.096	0.149
Si	5.251	-5.284	-5.727	-0.072	-0.042	-0.04
Si	-3.764	1.394	-4.688	0.065	0.006	0.079
Si	-8.137	0.154	23.889	-0.046	-0.054	-0.185
Si	6.735	2.855	24.649	0.071	0.122	-0.203
Si	-4.147	-1.996	-2.749	0.037	-0.019	0.075
Si	2.438	-3.151	-2.119	-0.147	-0.008	0.148
Si	1.828	1.722	-5.577	0.034	0.082	-0.025
Si	-7.947	-5.714	-6.45	-0.075	0.006	0.031
Si	-2.896	4.094	-4.538	-0.02	-0.006	0.021
Si	2.484	-5.505	23.719	0.08	0.029	-0.157
Si	2.752	5.126	23.823	-0.101	0.129	-0.123
Si	-4.174	-7.184	-4.846	0.085	-0.008	0.125
Si	-6.914	-7.912	-4.508	0.007	0.098	-0.062
Si	-5.084	-4.776	-2.15	0.088	-0.079	0.222
Si	1.368	-1.388	5.445	0.009	-0.001	0.005
Si	4.086	1.335	5.481	0.002	0.002	0.011
Si	1.332	4.059	5.454	0.012	0.007	0.009
Si	4.071	6.819	5.482	-0.009	0	0.017
Si	1.337	9.531	5.454	0.009	0.007	0.011
Si	4.075	-4.065	5.457	-0.003	0	0.007
Si	6.804	-1.349	5.444	0.002	0.007	0.008
Si	9.533	1.37	5.448	-0.001	-0.006	0.01
Si	6.806	4.081	5.511	-0.003	-0.014	0.018
Si	-6.783	6.817	5.437	-0.016	-0.017	0.002
Si	6.819	-6.801	5.431	-0.015	-0.014	0.002
Si	-6.787	-4.086	5.417	-0.003	-0.005	0.002
Si	-4.069	-1.373	5.422	0.009	-0.014	0.003
Si	-1.369	1.369	5.408	-0.003	0.004	-0.005
Si	-4.083	4.092	5.403	0.001	0.003	-0.002
Si	-1.385	6.794	5.435	0.001	0.014	0.006
Si	-4.078	-6.81	5.417	-0.006	-0.005	0.002
Si	-1.366	-4.077	5.42	-0.003	0.005	0.001
Si	2.714	-0.023	6.818	-0.001	0.001	0.002
Si	5.435	2.711	6.837	-0.003	0.003	0.007
Si	2.706	5.429	6.806	0.001	-0.01	0.001
Si	5.45	-8.143	6.813	-0.004	0.002	0
Si	2.711	-5.433	6.807	-0.002	0.001	0.002
Si	5.448	-2.714	6.808	0	-0.001	-0.001
Si	8.167	0.007	6.803	-0.004	0.011	0
Si	-5.428	2.736	6.793	-0.006	0.006	0.002
Si	-8.133	5.453	6.819	-0.002	-0.001	0.003
Si	-5.431	-8.152	6.801	0.009	0.001	-0.002
Si	-8.153	-5.433	6.792	-0.002	0.009	-0.008
Si	-5.431	-2.729	6.787	0.002	0.002	-0.003
Si	-2.717	0.001	6.778	-0.005	-0.001	-0.003
Si	-0.022	2.705	6.809	0.006	0.002	-0.004
Si	-2.739	5.438	6.795	0.003	0.007	-0.002
Si	-0.02	8.157	6.799	0.004	-0.006	0.002
Si	-2.722	-5.444	6.78	0.003	-0.004	0.001
Si	-0.004	-2.733	6.798	0.003	-0.004	0.002
Si	1.349	1.347	8.163	-0.005	-0.007	0.003
Si	4.064	4.074	8.174	-0.018	-0.017	-0.001
Si	1.352	6.802	8.157	0.009	0.007	-0.004
Si	4.084	-6.785	8.165	0.009	0.015	-0.003
Si	1.351	-4.084	8.169	0.005	-0.007	-0.001
Si	4.084	-1.367	8.175	-0.001	0.007	0
Si	6.811	1.358	8.177	0.007	0.007	0.001
Si	-6.782	4.086	8.171	0.007	0.016	0
Si	6.804	6.803	8.166	-0.006	-0.009	-0.007
Si	-6.797	-6.794	8.155	-0.001	-0.008	-0.002
Si	6.806	-4.081	8.16	0.002	-0.002	0.001
Si	-6.795	-1.367	8.15	-0.015	-0.006	-0.008
Si	-4.077	1.359	8.147	0.004	0.005	-0.01
Si	-1.374	4.08	8.157	-0.003	0.001	-0.003
Si	-4.085	6.801	8.163	-0.005	-0.001	0.003
Si	-1.371	-6.798	8.159	0	-0.004	-0.007
Si	-4.074	-4.083	8.151	-0.002	-0.001	-0.003
Si	-1.358	-1.356	8.147	0.006	0.004	-0.006
Si	-0.005	-0.007	9.525	0.001	-0.001	-0.001
Si	2.709	2.709	9.524	0	0.005	0.002
Si	-0.007	5.438	9.515	-0.002	0.001	-0.001
Si	2.72	-8.157	9.514	0.007	-0.002	-0.003
Si	-0.007	-5.443	9.524	0.003	-0.002	-0.003
Si	2.719	-2.728	9.526	-0.004	-0.008	-0.001
Si	5.445	-0.004	9.528	0.001	0	0
Si	-8.15	2.724	9.525	0.001	0.001	0.001
Si	5.438	5.438	9.518	0.001	0	-0.002
Si	-8.157	-8.154	9.52	-0.003	0.004	-0.004
Si	5.446	-5.434	9.527	-0.01	0.004	0.003
Si	-8.156	-2.72	9.518	-0.003	-0.001	0.003
Si	-5.438	-0.001	9.509	-0.003	0.005	-0.003
Si	-2.726	2.717	9.519	-0.001	0.001	0.002
Si	-5.436	5.446	9.533	0.002	-0.003	0.001
Si	-2.725	-8.158	9.52	-0.003	-0.003	-0.002
Si	-5.439	-5.436	9.515	-0.001	0.001	0.001
Si	-2.717	-2.716	9.509	0.008	0.004	-0.001
Si	1.36	-1.365	10.881	0.006	0.005	-0.001
Si	4.081	1.356	10.882	-0.006	-0.005	0
Si	1.351	4.074	10.876	0.001	-0.004	-0.002
Si	4.081	-9.518	10.875	-0.003	0.003	0.001
Si	1.362	-6.799	10.88	-0.009	0.006	0.002
Si	4.083	-4.081	10.888	0.008	0.002	0.002
Si	6.802	-1.367	10.884	-0.001	0.001	0
Si	-6.796	1.356	10.879	-0.003	0.007	0.004
Si	-9.522	4.078	10.879	-0.001	0.001	0.002
Si	-6.807	-9.518	10.885	0.006	-0.004	0.003
Si	-9.514	-6.798	10.882	-0.002	-0.01	0.002
Si	-6.798	-4.078	10.879	0.002	0	0
Si	-4.077	-1.359	10.873	0.002	-0.008	-0.004
Si	-1.364	1.359	10.88	0.001	0.003	-0.001
Si	-4.081	4.078	10.884	-0.005	0.004	0.002
Si	-1.362	6.802	10.875	0.002	0.006	0
Si	-4.086	-6.797	10.877	-0.003	-0.004	0
Si	-1.36	-4.072	10.879	0.001	0.002	-0.004
Si	2.727	-0.011	12.237	-0.01	-0.001	-0.001
Si	5.441	2.715	12.241	-0.002	0.003	0.002
Si	2.717	5.437	12.226	0.001	-0.002	0.001
Si	5.447	-8.164	12.238	0.005	0.009	0.003
Si	2.726	-5.443	12.245	0.009	0.004	0
Si	5.44	-2.721	12.25	-0.008	0	0.003
Si	8.16	-0.004	12.238	-0.004	-0.004	-0.003
Si	-5.447	2.722	12.243	0.008	0.003	0.001
Si	-8.169	5.438	12.243	-0.01	-0.001	-0.001
Si	-5.448	-8.153	12.238	-0.001	0	0
Si	-8.16	-5.434	12.243	0.004	0.005	0.002
Si	-5.437	-2.717	12.236	-0.001	0.003	-0.001
Si	-2.725	0.003	12.24	0.002	0.001	-0.001
Si	0	2.714	12.241	0.001	0.004	0.008
Si	-2.717	5.439	12.235	0.001	0.001	0.002
Si	-0.002	8.163	12.235	0.002	-0.011	0.001
Si	-2.727	-5.429	12.231	0.002	-0.001	-0.005
Si	0.003	-2.718	12.247	-0.001	-0.004	0.001
Si	1.367	1.344	13.59	0.023	-0.012	-0.004
Si	4.077	4.082	13.589	-0.014	0.009	0.001
Si	1.358	6.796	13.585	-0.005	0.011	-0.002
Si	4.093	-6.806	13.599	0.004	-0.015	0.001
Si	1.379	-4.07	13.604	-0.006	-0.007	0.003
Si	4.082	-1.361	13.614	0.001	0.006	-0.002
Si	6.796	1.346	13.603	0.002	-0.002	0.004
Si	-6.823	4.069	13.605	0.002	0.004	0.004
Si	6.798	-9.525	13.611	-0.001	-0.006	0.006
Si	-6.803	-6.792	13.604	0.001	-0.005	0.008
Si	6.798	-4.08	13.61	-0.005	0.006	0.006
Si	9.521	-1.361	13.595	0.003	-0.002	-0.002
Si	-4.085	1.367	13.6	-0.012	0.008	0.001
Si	-1.356	4.081	13.596	0.005	-0.005	0.004
Si	-4.087	6.8	13.583	0.005	-0.005	-0.001
Si	-1.362	9.537	13.583	-0.01	0.014	-0.002
Si	-4.083	-4.077	13.601	0.005	-0.002	0.002
Si	-1.362	-1.353	13.602	0.004	0.006	0.005
Si	0.014	-0.007	14.963	-0.002	0.011	0
Si	2.729	2.706	14.939	-0.002	-0.001	-0.005
Si	0.004	5.443	14.954	0.006	0.006	0.003
Si	2.735	8.138	14.939	-0.002	0.009	-0.006
Si	0.009	-5.429	14.941	0.004	-0.002	-0.005
Si	2.732	-2.714	14.988	0.006	-0.007	0.004
Si	5.444	-0.009	14.979	-0.003	-0.002	-0.004
Si	8.141	2.701	14.976	-0.01	-0.003	0.001
Si	5.43	5.429	14.966	-0.007	-0.009	0.004
Si	8.157	-8.152	14.963	0.001	0.001	-0.002
Si	5.44	-5.443	14.974	-0.002	-0.004	0
Si	8.164	-2.716	14.961	0.006	0.004	-0.002
Si	-5.457	0.014	14.952	0.003	-0.002	-0.001
Si	-2.716	2.724	14.954	0.005	0.004	0.001
Si	-5.456	5.443	14.937	0.002	0.002	-0.002
Si	-2.734	8.178	14.927	0.003	-0.003	-0.004
Si	-5.444	-5.432	14.968	-0.007	0.003	0.002
Si	-2.727	-2.71	14.957	-0.008	0.009	0.001
O	-4.002	3.053	-1.055	-0.1	-0.529	-0.212
O	-2.698	-5.391	22.166	0.054	0.129	0.509
O	-2.786	5.14	25.301	0.438	-0.096	0.249
O	-4.253	-1.094	-1.403	-0.299	0.512	-0.175
O	7.285	1.383	24.375	-0.059	-0.125	0.223
O	-2.088	1.211	22.86	-0.158	0.31	0.324
O	3.412	3.666	23.8	0.177	0.157	-0.388
O	-0.997	-4.633	-1.359	-0.077	-0.551	0.015
O	5.269	2.704	25.31	-0.104	-0.062	0.716
O	7.436	8.104	25.165	0.021	-0.552	-0.379
O	5.398	-2.733	22.308	-0.041	0.112	0.22
O	-0.992	6.328	-1.381	-0.196	-0.142	-0.279
O	6.237	4.444	-1.353	-0.276	-0.451	-0.316
O	2.804	8.114	-0.203	0.148	0.113	-0.083
O	4.332	-5.357	-7.083	0.302	0.055	-0.543
O	3.158	-5.961	25.104	-0.044	0.157	0.482
O	4.414	6.308	-1.156	-0.261	-0.207	-0.292
O	-3.86	4.745	22.983	-0.171	0.016	0.261
O	8.052	2.829	-0.299	-0.097	0.092	-0.101
O	-0.09	2.794	22.214	-0.056	-0.046	0.259
O	4.298	1.343	23.315	0.458	-0.358	0.511
O	-4.373	-7.326	22.681	0.003	-0.138	0.397
O	-7.134	2.519	-3.649	0.302	0.461	0.178
O	1.09	0.513	-6.371	-0.166	-0.19	-0.384
O	7.348	-7.202	-1.052	0.14	-0.016	-0.518
O	-6.96	-4.575	-5.849	-0.228	0.685	0.144
O	-1.126	-3.492	23.136	0.009	-0.245	0.556
O	-4.353	-6.081	-1.481	-0.081	-0.012	-0.451
O	-7.142	7.189	-1.34	0.325	0.135	-0.452
O	5.292	8.08	22.152	0.063	-0.088	0.524
O	1.731	-1.89	-1.373	0.077	0.099	-0.329
O	-8.161	-2.679	-0.438	-0.091	0.091	-0.506
O	-6.472	7.385	22.97	-0.249	0.186	0.394
O	-1.934	6.527	23.131	0.233	0.072	0.484
O	4.681	-6.462	-4.741	0.471	-0.249	0.323
O	-0.639	-5.548	-3.927	0.147	0.136	-0.284
O	-5.633	-4.857	-3.661	-0.395	-0.252	-0.152
O	-5.549	-1.976	26.269	0.361	0.252	-0.029
O	7.248	-0.966	23.172	-0.196	-0.287	0.28
O	-3.424	-3.688	25.89	0.171	0.364	-0.512
O	-2.715	-8.101	-0.621	0.214	-0.26	-0.514
O	6.332	-0.953	-1.266	-0.139	-0.207	-0.329
O	4.98	-0.029	-3.306	0.066	-0.134	-0.108
O	-4.12	7.946	-5.907	-0.079	0.169	-0.518
O	1.349	-4.28	-2.539	0.038	-0.328	0.11
O	7.412	2.349	-5.496	-0.27	0.074	0.452
O	-6.766	1.107	-1.441	0.664	-0.066	-0.19
O	-8.117	5.484	22.232	0.044	-0.002	0.514
O	-6.705	-4.84	23.129	-0.261	-0.218	0.091
O	7.443	-0.028	-6.661	-0.047	-0.194	0.415
O	-5.47	5.316	-0.513	0.191	0.065	-0.631
O	6.618	4.356	-7.054	0.289	-0.377	0.504
O	7.111	-6.626	23.059	0.2	0.345	0.165
O	-2.434	6.494	-7.02	0.043	-0.251	-0.096
O	2.667	5.598	25.361	-0.121	-0.319	0.419
O	-7.352	-0.453	25.141	0.563	0.108	-0.013
O	-2.515	-2.655	-0.274	0.246	-0.085	-0.152
O	-2.598	3.913	-2.956	0.356	0.333	0.153
O	1.4	6.814	-2.341	0.344	0.092	0.103
O	-4.506	-5.867	-5.723	0.361	-0.066	-0.622
O	-2.854	-1.549	-3.621	0.077	0.541	0.064
O	-4.637	-3.34	-5.751	-0.487	0.186	0.162
O	1.331	4.874	23.076	-0.154	0.524	0.253
O	-3.491	5.555	-4.844	-0.18	0.135	0.386
O	-5.395	-2.721	22.221	0.03	0.052	0.428
O	0.026	8.114	22.243	0.096	0.01	0.537
O	-5.463	-7.48	-3.911	0.025	-0.005	0.531
O	0.311	-2.452	25.277	-0.108	0.195	0.113
O	7.608	3.63	25.757	0.57	-0.021	0.084
O	-2.03	-3.052	-5.621	0.243	-0.496	-0.38
O	2.531	2.769	-6.608	0.098	-0.115	-0.297
O	3.969	7.85	25.555	0.203	-0.213	-0.4
O	2.855	1.717	25.597	-0.601	-0.024	-0.28
O	0.99	4.612	-0.988	-0.247	-0.326	-0.206
O	-8.012	-7.693	-3.367	-0.309	0.397	-0.15
O	2.902	0.979	-4.615	-0.186	0.052	0.507
O	-3.242	1.39	-3.143	-0.164	-0.465	0.139
O	7.103	1.279	-2.459	0.006	0.41	0.147
O	2.697	-3.271	-5.82	-0.082	-0.479	-0.048
O	-4.033	-3.543	-2.255	0.295	-0.216	0.117
O	-1.234	-0.996	23.879	0.356	0.064	0.273
O	0.79	5.047	-5.715	0.312	0.396	0.137
O	5.432	-5.488	-0.399	-0.052	-0.044	-0.402
O	5.006	5.491	-3.558	-0.105	-0.43	-0.039
O	0.974	-1.987	22.826	0.092	-0.102	0.041
O	-5.856	-4.509	25.582	-0.245	-0.272	0.261
O	2.428	-7.347	-3.493	0.051	0.208	0.174
O	0.917	-6.998	-1.423	-0.454	0.247	-0.305
O	-8.124	-5.676	25.183	-0.227	0.313	0.478
O	-5.401	2.731	22.179	0.198	-0.238	0.381
O	-2.784	-7.059	-4.019	0.023	0.095	0.164
O	2.406	-6.734	-5.994	-0.679	-0.213	-0.044
O	6.747	6.86	-2.229	-0.199	-0.066	-0.485
O	-7.208	4.465	-5.426	-0.173	0.093	0.304
O	-0.227	-8.015	-3.593	-0.002	-0.679	-0.071
O	-7.914	6.274	-7.174	0.051	0.459	-0.47
O	-4.282	7.055	24.337	-0.219	0.356	0.397
O	-1.479	3.833	-5.274	0.115	-0.347	-0.775
O	3.756	7.388	-5.052	-0.272	0.032	0.114
O	6.112	6.526	-5.754	0.555	0.506	0.334
O	-7.407	-7.11	-5.828	-0.131	-0.192	-0.296
O	-3.974	2.977	-5.018	-0.188	0.1	-0.54
O	-3.882	2.786	25.98	-0.45	-0.096	-0.409
O	-5.921	-6.98	24.644	0.094	-0.141	0.506
O	-1.339	-5.184	25.45	-0.136	-0.082	-0.48
O	3.548	-3.804	-1.161	0.172	0.3	-0.388
O	-0.005	4.76	-3.308	-0.059	-0.034	-0.097
O	-7.029	0.729	22.876	0.08	-0.271	0.316
O	-3.722	-0.887	23.034	-0.173	-0.157	0.568
O	0.716	-2.141	-6.981	-0.242	-0.326	-0.287
O	4.245	-1.283	-5.39	0.476	0.078	-0.431
O	5.078	-3.834	-5	0.572	0.198	0.079
O	-3.017	0.473	25.149	-0.231	-0.361	0.113
O	3.601	6.206	22.977	0.113	0.204	0.349
O	-5.49	-1.826	-3.634	-0.293	-0.323	-0.034
O	3.406	-4.386	23.016	-0.168	0.19	0.231
O	-2.753	0.848	-5.829	0.508	0.144	0.037
O	-7.418	-0.086	-3.743	-0.552	-0.467	-0.303
O	2.264	-6.781	22.763	0.301	-0.282	0.075
O	2.607	-0.089	22.113	-0.005	-0.126	0.239
O	5.656	-6.359	25.257	-0.069	0.491	-0.013
O	-0.561	-0.982	-4.948	0.284	0.241	0.446
O	6.632	3.671	23.248	-0.315	-0.028	0.199
O	0.573	-6.982	25.775	-0.191	-0.408	-0.398
O	-3.553	-1.37	-6.986	-0.27	0.177	-0.336
O	-6.447	2.181	-6.261	0.245	-0.346	0.108
O	-6.368	-4.445	-1.232	-0.287	-0.263	-0.434
O	2.794	2.773	-0.387	-0.064	-0.013	-0.309
O	-6.752	6.866	-4.893	0.011	-0.244	0.361
O	-5.07	0.483	-4.747	-0.31	0.313	-0.331
O	-1.584	2.018	-1.261	0.003	-0.017	-0.269
O	-6.806	7	26.221	0.255	0.125	-0.565
O	0.786	2.594	-4.686	-0.083	-0.134	0.708
O	-6.664	-1.214	-6.007	-0.115	-0.654	-0.09
O	4.832	1.224	-1.088	-0.244	-0.056	-0.129
O	0.027	-0.003	-0.531	-0.257	-0.207	-0.491
O	-5.239	5.796	-6.784	0.008	-0.267	-0.413
O	5.207	1.083	-5.711	-0.096	0.389	-0.321
O	6.816	-5.488	-6.078	0.08	-0.108	-0.143
O	0.975	-5.003	24.064	-0.238	0.213	-0.292
O	3.994	4.873	-5.842	-0.299	-0.066	0.332
O	-1.165	-7.552	-5.962	0.019	0.075	-0.006
O	-0.707	-2.998	-3.337	0.118	0.301	0.487
O	3.265	-2.623	-3.387	0.229	0.208	-0.012

Results
total energy: -101656.147 eV
total energy less fixed offsets of O -438.25, Si -107.07 eV per atom: -2.947 eV
